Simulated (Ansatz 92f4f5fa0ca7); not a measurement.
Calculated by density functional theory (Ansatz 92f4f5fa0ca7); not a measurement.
Periodic cell of 222 atoms, Si131O89As2, from a study of silicon, its oxide and their interface. The atomic structure is a simulated model.

Settings
functional: PBE
potential files: Ansatz PAW
basis: plane waves
wave-function cutoff: 700 eV
density cutoff ratio: 5
exchange-correlation grid ratio: 1
k mesh: 2 x 2 x 1, shifted by 0.5 0.5 0.5 of a step
self-consistency stop: 5e-08 eV per atom in the density residual
occupations: fixed
spin: none
net charge: 0

Cell vectors (angstrom)
a, 10.938, 0, 0
b, 0, 10.938, 0
c, 0, 0, 32.1988

Atoms and the computed forces on them: element, x, y, z (angstrom), force x, y, z (eV/angstrom)
Si, 10.5974, 0.2329, 24.8766, -0.0183, 0.0093, -0.0376
Si, 5.7541, 10.6883, 24.7748, 0.0191, -0.0071, -0.0406
Si, 2.4849, 2.927, 24.661, -0.0127, 0.0102, -0.0396
Si, 8.4326, 2.4652, 24.8448, 0.0104, -0.0132, -0.0353
Si, 0.2831, 5.1776, 24.7707, 0.0076, -0.0174, -0.0376
Si, 5.1671, 5.756, 24.6956, -0.0099, 0.0147, -0.0426
Si, 2.9479, 8.0138, 24.6095, 0.0124, -0.0093, -0.0409
Si, 7.951, 8.4471, 24.7523, -0.0059, 0.0193, -0.0374
Si, 1.3356, 1.3902, 26.0503, -0.0029, 0.0097, 0.0072
Si, 6.8596, 1.315, 26.1459, 0.0063, -0.0116, -0.0016
Si, 4.0562, 4.1144, 25.9952, 0.0007, 0.0024, 0.0124
Si, 9.6122, 4.0684, 26.0931, 0.0042, -0.0093, 0.0056
Si, 1.4084, 6.836, 26.0092, 0.0056, 0.003, 0.0127
Si, 6.7771, 6.8579, 26.0357, 0.0015, 0.0079, 0.0154
Si, 4.109, 9.5412, 26.0109, -0.0013, -0.0074, 0.0116
Si, 9.4778, 9.5781, 26.1606, -0.0128, 0.001, -0.0022
Si, 2.731, -0.005, 27.356, 0.0042, -0.0032, 0.004
Si, 8.171, -0.0173, 27.5708, 0.0001, 0.0002, -0.012
Si, 0.0118, 2.7247, 27.495, 0.0002, -0.0002, -0.0131
Si, 5.445, 2.7503, 27.3733, -0.0085, 0.0087, -0.0011
Si, 2.7353, 5.4717, 27.4323, 0.0023, 0.0009, -0.0118
Si, 8.1887, 5.474, 27.3657, -0.0009, 0.0023, -0.0041
Si, 0.0022, 8.186, 27.3819, 0.0074, -0.0092, -0.0036
Si, 5.4433, 8.2021, 27.4551, 0.0023, 0.0062, -0.0131
Si, 4.0839, 1.3717, 28.7467, -0.0001, -0.003, -0.0095
Si, 9.5794, 1.3632, 28.8509, 0.0027, 0.0068, -0.0218
Si, 1.3693, 4.1182, 28.8134, 0.0023, -0.0008, -0.016
Si, 6.8298, 4.1037, 28.7513, 0.0024, -0.003, -0.0112
Si, 4.096, 6.824, 28.8071, -0.0016, 0.0021, -0.009
Si, 9.5628, 6.8278, 28.7556, 0.0009, -0.0016, -0.0095
Si, 1.373, 9.5646, 28.7481, 0.0003, -0.0011, -0.0136
Si, 6.7882, 9.5514, 28.859, -0.0057, -0.007, -0.0187
Si, 0.0191, -0.0188, 30.1577, 0.0089, -0.0101, 0.0014
Si, 5.4378, 0.023, 30.161, -0.008, 0.0103, -0.0051
Si, 2.7364, 2.7346, 30.1473, 0.0128, -0.0118, 0.0016
Si, 8.1921, 2.7476, 30.1536, -0.0127, 0.0108, -0.0027
Si, -0.0107, 5.4775, 30.1519, -0.0101, 0.0089, -0.0018
Si, 5.4763, 5.4623, 30.1491, 0.0077, -0.007, 0.0015
Si, 2.7272, 8.2063, 30.1454, -0.0086, 0.0097, -0.0003
Si, 8.2085, 8.1904, 30.1556, 0.0106, -0.0092, -0.0026
Si, 1.3673, 1.3673, 31.515, 0.0869, -0.0273, 0.0571
Si, 6.8362, 1.3673, 31.515, -0.0606, 0.0713, 0.0113
Si, 4.1018, 4.1018, 31.515, 0.0562, -0.0718, 0.0346
Si, 9.5708, 4.1018, 31.515, -0.074, 0.0687, 0.0275
Si, 1.3673, 6.8362, 31.515, -0.0481, 0.079, -0.0243
Si, 6.8362, 6.8362, 31.515, 0.0392, -0.1054, 0.091
Si, 4.1018, 9.5708, 31.515, -0.1481, 0.0299, 0.0408
Si, 9.5708, 9.5708, 31.515, 0.0476, -0.0679, 0.0618
Si, 2.7345, 0, 0.6835, 0.0167, -0.0728, 0.0815
Si, 8.2035, 0, 0.6835, -0.1096, 0.0335, -0.1801
Si, 0, 2.7345, 0.6835, -0.1087, -0.0116, -0.0358
Si, 5.469, 2.7345, 0.6835, 0.0945, -0.0156, 0.0342
Si, 2.7345, 5.469, 0.6835, -0.0545, 0.173, -0.2207
Si, 8.2035, 5.469, 0.6835, 0.0911, -0.107, 0.0657
Si, 0, 8.2035, 0.6835, 0.0683, -0.0961, 0.0343
Si, 5.469, 8.2035, 0.6835, -0.0195, 0.0943, -0.0609
Si, 4.1151, 1.3587, 2.0485, 0.0111, -0.0153, 0.0067
Si, 9.5538, 1.3621, 2.0418, -0.0083, 0.0129, -0.006
Si, 1.3486, 4.1362, 2.0241, -0.0087, 0.0123, 0.0006
Si, 6.8508, 4.0897, 2.0589, 0.0101, -0.0082, 0.0016
Si, 4.0959, 6.8423, 2.0401, -0.0086, 0.0076, 0.0001
Si, 9.5735, 6.8344, 2.0541, 0.0063, -0.008, 0.0043
Si, 1.3739, 9.5583, 2.0569, 0.0106, -0.0109, -0.0016
Si, 6.8334, 9.5814, 2.046, -0.0082, 0.0091, 0.0015
Si, -0.0432, -0.0341, 3.3785, -0.0247, -0.0206, 0.0108
Si, 5.4861, -0.0002, 3.4488, -0.0015, -0.0002, 0.0009
Si, 2.7438, 2.7879, 3.3271, 0.0049, 0.0011, 0.0275
Si, 8.199, 2.7011, 3.4522, 0.0027, -0.0082, 0.0135
Si, 0.0024, 5.4764, 3.4431, -0.0005, -0.0009, 0.0216
Si, 5.4897, 5.4991, 3.3778, 0.001, 0.007, 0.0003
Si, 2.7533, 8.1983, 3.4463, -0.0045, -0.0093, 0.015
Si, 8.2004, 8.214, 3.3915, 0.0018, -0.0017, 0.0103
Si, 1.3079, 1.4419, 4.59, -0.0164, 0.022, 0.0123
Si, 6.8551, 1.3204, 4.8736, 0.0055, -0.0086, 0.0073
Si, 4.1316, 4.1226, 4.7039, -0.0275, 0.011, 0.0145
Si, 9.5651, 4.0861, 4.7943, -0.0034, -0.0025, -0.0068
Si, 1.3966, 6.8254, 4.8255, -0.0094, 0.008, -0.0063
Si, 6.8106, 6.8942, 4.7566, -0.0039, 0.0013, 0.0064
Si, 4.1356, 9.5638, 4.8264, 0.0236, -0.0239, 0.0198
Si, 9.5488, 9.5335, 4.7984, -0.0089, -0.0002, 0.0072
Si, 2.6675, 0.1177, 5.9083, 0.0221, 0.0261, 0.0338
Si, 8.1878, -0.1017, 6.2732, -0.0171, 0.0037, -0.0223
Si, 0.0017, 2.6864, 6.1142, 0.0091, -0.0295, -0.0064
Si, 5.4283, 2.7472, 6.1196, -0.0102, 0.0076, 0.0137
Si, 2.8109, 5.4493, 6.1438, 0.0292, 0.0157, -0.0029
Si, 8.1334, 5.4574, 6.0697, 0.0092, -0.0088, 0.0002
Si, -0.0006, 8.173, 6.1794, -0.0015, 0.0236, -0.0122
Si, 5.5137, 8.2259, 6.2761, 0.0065, 0.0087, -0.0406
As, 3.9662, 1.3918, 7.4955, -0.022, 0.0251, -0.0569
Si, 9.795, 1.1044, 7.4735, 0.0218, -0.0053, 0.0453
Si, 1.6952, 3.7625, 7.3344, 0.016, -0.0202, 0.0509
Si, 6.5791, 4.3514, 7.4676, -0.0002, 0.031, 0.0437
Si, 4.3726, 6.605, 7.5349, 0.0101, -0.0228, 0.0384
Si, 9.3544, 6.9088, 7.4364, -0.0188, -0.0067, 0.0412
Si, 1.1486, 9.9306, 7.2847, 0.0079, 0.0297, 0.0334
Si, 7.1635, 9.2029, 7.7442, 0.027, -0.0257, 0.0557
O, 8.3097, 8.0489, 7.9823, 0.0021, 0.0033, 0.0134
O, 2.7531, 2.6784, 7.9925, -0.0088, 0.0061, 0.0147
O, 9.5284, 1.3548, 24.2807, 0.0003, -0.0008, -0.0183
O, 4.0624, 6.8708, 24.1349, 0.0008, 0.0031, -0.0165
O, 0.028, 0.0221, 7.9636, -0.0062, -0.0021, 0.0139
O, 5.4794, 5.4687, 8.0191, -0.0064, -0.0026, 0.0159
O, 6.8576, 9.5773, 24.22, -0.0007, -0.0009, -0.0173
O, 1.3738, 4.0673, 24.1844, 0.001, -0.0068, -0.0175
O, 3.8138, 7.3416, 8.9241, -0.0081, -0.001, -0.0142
O, 1.0051, 4.4515, 8.6467, -0.006, 0.0192, -0.0228
O, 9.8455, 6.0746, 8.7823, 0.0157, 0.0108, -0.0137
O, 2.1799, 9.4251, 8.4638, -0.0256, -0.041, 0.0148
O, 7.3835, 3.7948, 8.7902, -0.0095, -0.0201, -0.0045
O, 6.7524, 9.5552, 9.3064, 0.0053, -0.0162, -0.0163
O, 9.0638, 1.7317, 8.8112, -0.0022, 0.002, -0.0057
O, 7.6986, 3.1408, 23.5466, -0.0073, 0.0002, 0.0002
O, 10.5098, 5.8588, 23.4639, 0.0054, 0.0103, 0.0047
O, 5.1169, 0.4688, 23.4498, -0.0004, 0.007, 0.0051
O, 5.8779, 5.1026, 23.3645, -0.0059, -0.0101, 0.009
O, 3.1111, 2.2168, 23.3008, 0.0141, 0.0074, 0.0092
O, 2.3152, 8.7299, 23.2444, -0.0104, -0.0125, 0.013
O, 8.6375, 7.7741, 23.4147, 0.0076, 0.0025, 0.0091
O, 0.2499, 10.3473, 23.6042, 0.0051, 0.0006, 0.0056
Si, 4.402, 1.5815, 22.5062, 0.002, 0.0012, 0.0016
Si, 3.5819, 7.9527, 14.0834, -0.0042, 0.0006, 0.001
Si, 7.1655, 1.0065, 14.7283, 0.006, -0.003, 0.0006
Si, 0.9661, 9.3677, 22.5397, -0.0029, 0.0017, 0.0012
Si, 1.2542, 4.3605, 11.9485, -0.0015, 0.0039, -0.0049
Si, 6.3422, 8.9959, 15.3969, 0.0015, -0.0013, 0.0029
Si, 0.752, 1.405, 12.3546, 0.0056, -0.0032, -0.0079
Si, 8.6665, 4.9565, 20.5505, 0.0012, 0, 0.0039
Si, 0.3752, 5.7324, 9.3994, 0.012, -0.0025, -0.0027
Si, 5.1619, 3.1385, 18.0501, -0.0024, -0.001, -0.0001
Si, 0.9257, 3.7357, 16.768, 0.0009, 0.0019, 0.0048
Si, 10.4638, 2.8706, 19.2729, 0.0043, 0.001, 0.0098
As, 5.0094, 0.9985, 10.5514, -0.0056, 0.0032, -0.0027
Si, 0.9384, 0.1969, 19.874, 0.0026, 0.0086, 0.0101
Si, 6.8117, 9.393, 10.9567, 0.0082, 0.0045, 0.0059
Si, 9.3941, 9.6935, 18.3605, 0.0044, -0.0009, -0.0005
Si, 9.5353, 9.1991, 12.6204, 0.0046, -0.0021, -0.0017
Si, 6.5817, 3.8466, 22.6017, 0.0017, -0.0042, 0.0008
Si, 2.4532, 8.1201, 9.3923, -0.0115, 0.0064, -0.0092
Si, 10.6622, 7.3753, 17.1383, -0.0051, 0.0058, 0.0004
Si, 2.5693, 6.3046, 16.6086, 0.0004, 0.0008, -0.0029
Si, 10.2207, 4.4933, 14.2141, 0.0009, 0.0033, 0.0032
Si, 6.1963, 9.1988, 18.5824, 0.0027, -0.0039, -0.0023
Si, 7.8052, 2.4365, 9.591, -0.0054, -0.004, -0.0042
Si, 8.9181, 2.1416, 12.443, 0.0039, -0.0045, -0.0071
Si, 5.4018, 6.2581, 18.117, 0.0039, 0.0017, 0.006
Si, 3.9693, 0.5583, 19.5302, -0.008, 0.0039, 0.0122
Si, 4.3256, 3.9288, 12.2321, -0.005, 0.0036, 0.0012
Si, 5.6562, 6.6113, 12.2329, -0.0024, -0.0058, 0.0067
Si, 8.0593, 2.5233, 17.2944, 0.0037, -0.0023, 0.001
Si, 4.4049, 2.544, 15.0557, -0.0033, 0.0047, -0.0003
Si, 1.617, 1.2132, 15.3149, 0.0038, -0.0029, 0.0049
Si, 1.6923, 9.4496, 12.0847, 0.0043, -0.001, -0.0015
Si, 8.14, 6.8744, 13.9796, 0.0029, -0.0045, 0.0049
Si, 10.4603, 9.8376, 15.5327, 0.0016, 0.0002, -0.0005
Si, 9.8253, 7.0332, 22.5754, 0.0025, 0.0009, -0.0006
Si, 8.1699, 5.4959, 17.4555, -0.0013, -0.0061, 0.0043
O, 6.241, 7.8694, 11.3206, -0.001, 0.0219, 0.0087
O, 6.0736, 9.2298, 16.9706, 0.0127, -0.005, 0.008
O, 7.8223, 1.3312, 13.2895, 0.0102, 0.0036, -0.0012
O, 0.9272, 1.7446, 13.9404, 0.0094, -0.0153, -0.0078
O, 9.5233, 6.2348, 16.9609, 0, 0.0036, -0.0042
O, 6.8193, 6.2361, 13.3025, 0.0123, 0.0215, -0.0043
O, 5.2028, 4.6857, 18.6924, 0.002, -0.0037, -0.0148
O, 9.2843, 2.1761, 18.3363, -0.0041, 0.0287, -0.0041
O, 2.4198, 0.1068, 19.1086, 0.0117, 0.0067, 0.0092
O, 9.4707, 10.2374, 16.7964, 0.0196, -0.0157, 0.0124
O, 2.8597, 4.5409, 11.8035, -0.0056, -0.0015, 0.0123
O, 5.122, 10.3325, 19.177, -0.0034, -0.0009, -0.0101
O, 9.4672, 3.3349, 13.377, 0.0064, 0.001, -0.0063
O, 0.5217, 1.7883, 19.9983, -0.0015, 0.0136, -0.0152
O, 3.2319, 1.378, 15.1007, 0.0021, 0.0196, -0.0008
O, 8.2015, 5.3786, 19.0667, 0.0115, -0.0091, -0.0104
O, 3.9576, 6.5812, 17.4221, -0.0084, -0.0015, -0.0076
O, 4.6095, 3.2755, 16.5098, 0.0127, -0.0193, 0.0064
O, 9.1208, 5.6685, 14.4344, 0.0009, -0.0064, -0.0023
O, 5.4504, 2.7742, 22.1444, -0.0011, -0.0035, 0.0156
O, 10.6947, 4.0378, 15.692, 0.015, -0.002, 0.003
O, 0.3899, 3.8838, 18.3053, -0.009, -0.0168, -0.0121
O, 10.4784, 10.5452, 19.2411, 0.0014, -0.0097, -0.0075
O, 9.7518, 10.0218, 14.0582, 0.0209, -0.0276, 0.0094
O, 10.9251, 8.1375, 22.1101, -0.0004, 0.0037, 0.017
O, 1.2897, 2.1573, 16.5976, -0.0019, 0.0068, -0.0212
O, 9.7999, 3.7788, 20.4624, -0.015, 0.0094, -0.0284
O, 8.1712, 4.0434, 16.7339, 0.0011, -0.0117, 0.0263
O, 0.1005, 9.0689, 11.9631, 0.0058, 0.0095, 0.0124
O, 6.6464, 2.4385, 18.1096, 0.0048, 0.0108, -0.0219
O, 5.8197, 10.5821, 11.5423, 0.026, 0.0038, -0.0117
O, 7.8108, 9.6066, 18.8983, 0.004, 0.007, -0.0093
O, 10.1163, 1.0764, 12.0489, 0.0016, 0.0333, 0.0166
O, 1.2251, 7.094, 9.174, 0.0155, -0.0115, 0.0248
O, 0.6778, 4.8214, 13.411, -0.0027, -0.017, -0.0061
O, 5.757, 7.635, 19.0379, -0.0097, 0.0018, -0.0145
O, 5.3324, 5.1059, 11.6447, -0.0066, -0.0121, -0.0127
O, 2.777, 7.011, 15.1522, 0.0125, 0.0065, 0.0044
O, 1.0499, 2.7817, 11.5493, -0.0105, 0.001, 0.0197
O, 0.9452, 10.6808, 15.6115, -0.0229, -0.0001, -0.0083
O, 2.5344, 8.6922, 10.9079, -0.0164, -0.0006, -0.004
O, 4.822, 2.4921, 11.6077, 0.0188, 0.0035, 0.0111
O, 4.2154, 3.6777, 13.8754, 0.0075, -0.0215, -0.0074
O, 2.2128, 4.7069, 16.4835, -0.0163, 0.0003, 0.0081
O, 10.7675, 8.2474, 15.752, -0.0069, 0.0163, 0.0184
O, 6.938, 10.349, 14.7543, -0.0113, 0.0051, 0.0149
O, 2.4628, 8.9952, 13.462, 0.0079, -0.0042, -0.0066
O, 8.064, 1.5345, 15.9966, -0.0188, 0.0057, -0.0011
O, 4.2252, 7.0584, 12.8874, 0.0124, 0.0124, 0.006
O, 4.2422, 2.0307, 18.8394, 0.0112, -0.0036, -0.0057
O, 7.3339, 4.4028, 21.2887, 0.0155, 0.0015, 0.0137
O, 8.2948, 2.8016, 11.0952, 0.0001, -0.0195, -0.0062
O, 1.2593, 6.8926, 17.4171, 0.0091, -0.0101, -0.0112
O, 5.7406, 1.727, 14.742, 0.0058, 0.0027, 0.0095
O, 8.3412, 9.6777, 11.5693, -0.0288, -0.0024, -0.0085
O, 9.2171, 6.3069, 21.2644, 0.0005, -0.0138, 0.012
O, 9.0784, 7.6835, 12.9473, -0.0127, 0.0192, 0.0136
O, 1.7341, 0.1586, 11.9366, -0.0213, -0.0029, 0.0194
O, 6.7095, 6.175, 17.1096, -0.0027, 0.0013, 0.0003
O, 7.5222, 7.8772, 15.1308, -0.0005, 0.0092, -0.0032
O, 1.2518, 10.3068, 21.2492, -0.0119, -0.0122, -0.0012
O, 10.088, 8.2157, 18.4046, 0.0018, 0.0135, -0.0297
O, 3.9582, 0.8208, 21.1462, 0.0076, 0.0091, -0.0099
O, 0.3789, 5.3291, 10.9634, 0.012, -0.0077, -0.0205
O, 6.499, 1.4568, 9.631, 0.0165, 0.0107, 0.0299
O, 4.8642, 8.6963, 14.7682, -0.0014, -0.0027, -0.0017

Results
free energy: -143621.843 eV
free energy less fixed offsets of As -4857.07, O -569.03, Si -635.61 eV per atom: 0.877 eV

The program warned: the cutoff lies below the one the program advises for these potential files; the exchange-correlation potential is rough where the density is thin.
